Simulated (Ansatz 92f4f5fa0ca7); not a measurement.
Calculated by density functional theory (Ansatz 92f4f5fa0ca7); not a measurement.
Periodic cell of 215 atoms, Si132O82As1, from a study of silicon, its oxide and their interface. The atomic structure is a simulated model.
Doubt: the cutoff is far below the 930 eV that the study's wrapper takes by default for these files, so forces and energies are approximate.

Settings
functional: PBE
potential files: Ansatz PAW
basis: plane waves
wave-function cutoff: 580 eV
density cutoff ratio: 5
exchange-correlation grid ratio: 1
k mesh: 1 x 1 x 1, Gamma-centred
self-consistency stop: 5e-08 eV per atom in the density residual
occupations: fixed
spin: none
net charge: +1 e, with a uniform compensating background and no finite-size correction

Cell vectors (angstrom)
a	10.938	0	0
b	0	10.938	0
c	0	0	31.5432

Atoms and the computed forces on them: element, x, y, z (angstrom), force x, y, z (eV/angstrom)
Si	10.4366	0.5744	24.3315	0.0477	-0.0171	-0.1845
Si	6.0462	10.4977	24.14	-0.0348	0.0921	-0.1636
Si	2.1313	3.2488	24.0777	0.001	-0.0746	-0.2039
Si	8.708	2.2585	24.299	-0.0864	0.0239	-0.174
Si	0.501	5.0531	24.1577	-0.0476	0.0736	-0.177
Si	5.0529	5.8965	24.1932	0.0768	-0.0897	-0.2061
Si	3.397	7.6497	24.1564	-0.0469	0.0436	-0.1926
Si	7.8336	8.8276	23.9868	0.0755	-0.0351	-0.2101
Si	1.3466	1.4762	25.4444	-0.0208	0.036	0.0786
Si	6.9176	1.3038	25.483	0.0245	-0.0361	0.0911
Si	4.029	4.0995	25.3184	-0.0386	0.0032	0.0402
Si	9.6637	4.101	25.4108	0.0379	-0.0359	0.0604
Si	1.4972	6.8148	25.3606	0.0108	-0.0223	0.0594
Si	6.9002	6.9476	25.2363	-0.0086	0.0271	0.0175
Si	4.2304	9.5339	25.3354	0.0154	-0.0201	0.0384
Si	9.5366	9.6392	25.4232	-0.06	0.0101	0.0955
Si	2.7799	0.0024	26.6416	-0.006	0.0251	-0.1387
Si	8.22	-0.0297	26.931	0.0154	0.0005	0.2056
Si	0.0151	2.768	26.9065	0.0034	-0.01	0.1988
Si	5.4494	2.7346	26.6633	0.0154	-0.0158	-0.1089
Si	2.7544	5.4331	26.8302	-0.0072	-0.0045	0.1058
Si	8.223	5.5235	26.6286	0.0292	0.003	-0.1223
Si	0.0425	8.2082	26.6499	0.0168	0.0335	-0.1197
Si	5.556	8.1991	26.7861	0.0222	0.0249	0.075
Si	4.1087	1.3627	28.0594	-0.0057	0.0376	0.0586
Si	9.5914	1.3693	28.2612	-0.008	-0.0049	-0.3744
Si	1.3884	4.124	28.259	0.004	-0.0589	-0.3584
Si	6.8363	4.137	28.0073	0.0246	-0.0717	0.0931
Si	4.1639	6.8193	28.1324	-0.0949	0.0262	-0.1066
Si	9.5989	6.8499	28.0387	-0.029	0.0058	0.0828
Si	1.397	9.5886	28.0325	-0.052	0.0034	0.0949
Si	6.8407	9.5308	28.2588	0.0675	0.0771	-0.348
Si	0.0528	-0.026	29.5232	0.034	-0.0433	0.0095
Si	5.4428	0.014	29.4885	0.0163	0.0289	0.0249
Si	2.7682	2.7054	29.5184	-0.0106	-0.0395	0.0318
Si	8.1676	2.7752	29.4739	-0.0442	0.0419	-0.0219
Si	-0.0216	5.5081	29.4969	-0.0415	-0.0023	0.0271
Si	5.5067	5.451	29.4864	0.0337	-0.04	0.0289
Si	2.7537	8.2119	29.4323	0.0065	-0.0008	-0.0407
Si	8.2543	8.1619	29.5225	0.0532	-0.0111	0.0378
Si	1.3938	1.3541	30.8984	-0.0023	0.024	0.0248
Si	6.8127	1.3831	30.8314	0.0213	-0.0065	0.0002
Si	4.1497	4.0745	30.8694	-0.0007	-0.0094	-0.0119
Si	9.547	4.1226	30.8382	0.0193	-0.0201	0.0032
Si	1.3657	6.8803	30.8186	0.0006	0.0032	-0.0229
Si	6.8808	6.7822	30.8803	0.0065	0.0037	0.0069
Si	4.0737	9.5837	30.8347	-0.017	-0.0094	-0.0049
Si	9.6025	9.5478	30.8874	-0.0107	0.0221	0.015
Si	2.7516	-0.0219	0.7181	-0.0163	-0.0331	-0.0199
Si	8.1747	0.0062	0.6509	0.0046	-0.0275	-0.0499
Si	-0.0337	2.7499	0.6629	-0.0001	-0.0133	-0.0398
Si	5.4818	2.7003	0.7143	0.0051	0.038	-0.0169
Si	2.6712	5.4296	0.6076	0.0334	0.0673	0.0091
Si	8.2274	5.4313	0.7338	-0.0494	-0.0153	0.0006
Si	0.0252	8.1752	0.7131	0.0378	0.0288	-0.0202
Si	5.5165	8.2531	0.6156	-0.064	-0.028	0.0055
Si	4.1237	1.3294	2.0728	0.0145	-0.0134	-0.0041
Si	9.511	1.3849	2.0189	-0.0373	0.0729	-0.0415
Si	1.3085	4.1268	2.0544	-0.0712	0.0354	-0.0138
Si	6.8502	4.051	2.0761	0.0821	-0.0787	0.0057
As	4.0657	6.8652	2.0069	0.0735	-0.0683	0.1067
Si	9.6067	6.7979	2.0707	0.039	-0.0405	-0.0034
Si	1.3684	9.5599	2.0656	-0.03	0.0225	0.0008
Si	6.833	9.5821	2.0722	0.0135	0.0189	0.0119
Si	-0.0749	-0.0022	3.3167	0.1488	-0.0185	0.3195
Si	5.4692	-0.0132	3.508	0.0283	-0.0353	-0.0811
Si	2.685	2.7102	3.3059	0.0119	0.0449	0.3527
Si	8.1835	2.6778	3.5226	0.0033	0.0684	-0.0769
Si	-0.0302	5.4619	3.5401	0.064	-0.0552	-0.1189
Si	5.4791	5.4356	3.3791	-0.1116	0.097	0.0793
Si	2.6945	8.2385	3.5327	0.0586	-0.0521	-0.0033
Si	8.2442	8.186	3.3623	-0.1416	0.0241	0.1794
Si	1.2779	1.3644	4.6709	-0.0232	0.0026	-0.1334
Si	6.8395	1.294	4.9341	-0.0148	0.0489	0.0856
Si	4.026	4.1049	4.6655	-0.0114	-0.0286	-0.1053
Si	9.5317	4.0577	4.9048	-0.0449	-0.0367	0.1222
Si	1.3446	6.8475	4.9102	0.0302	-0.0104	0.1232
Si	6.8438	6.8298	4.7013	-0.0006	-0.0314	-0.0988
Si	4.1203	9.5671	4.9056	-0.0274	-0.0184	0.0969
Si	9.571	9.5703	4.7515	0.0083	0.0128	-0.0823
Si	2.6054	0.038	6.1042	-0.0298	-0.0285	-0.0465
Si	8.2255	-0.1408	6.2815	0.0045	-0.014	-0.0058
Si	-0.0228	2.6455	6.2119	0.0522	-0.0055	-0.0457
Si	5.3684	2.7609	6.0887	0.0632	0.0085	-0.0821
Si	2.7448	5.4319	6.1748	0.0069	-0.0562	-0.0611
Si	8.0909	5.4351	6.1905	-0.0233	-0.0406	-0.0561
Si	-0.0099	8.2961	6.2388	-0.0039	0.047	-0.0208
Si	5.5557	8.1495	6.1782	0.0477	0.0184	-0.0435
Si	3.4794	1.914	7.1991	-0.0669	0.0813	0.1688
Si	10.0232	0.8217	7.4794	-0.0742	0.0521	0.2287
Si	1.7747	3.6405	7.3701	-0.1046	0.0321	0.189
Si	6.2062	4.5215	7.3933	0.0055	-0.0546	0.2167
Si	4.6397	6.3065	7.2764	-0.0249	0.0065	0.1887
Si	9.1581	7.1879	7.3332	0.0833	-0.0521	0.1965
Si	0.8899	10.1498	7.5297	0.0834	-0.0244	0.2518
Si	7.407	8.8828	7.5041	-0.0149	0.0532	0.2005
O	4.5894	6.6019	8.9038	0.0591	-0.0399	-0.322
O	1.3732	3.9699	8.9534	0.0394	-0.0876	-0.3329
O	9.7537	6.555	8.7496	-0.0951	0.0611	-0.3986
O	1.3059	10.1039	9.1608	-0.1116	0.0353	-0.3735
O	6.0793	4.2171	9.0338	-0.011	0.0737	-0.3463
O	3.705	1.5693	8.7846	-0.0628	0.0874	-0.3891
O	7.1331	8.9586	9.1514	0.0719	-0.0811	-0.3217
O	9.6539	1.0683	9.0818	0.1065	-0.0476	-0.3479
O	8.2503	2.531	22.7374	0.0807	-0.0546	0.3481
O	10.9977	5.5547	22.6392	0.0391	-0.0901	0.3341
O	5.639	0.0845	22.6286	0.0582	-0.1068	0.3312
O	5.296	5.3987	22.6301	-0.0793	0.0655	0.3631
O	2.1436	2.8015	22.4735	-0.0232	0.097	0.3285
O	3.3298	7.8489	22.5037	0.0833	-0.0464	0.3412
O	8.3827	8.743	22.4071	-0.1127	0.0269	0.3402
O	-0.1776	11.2399	22.7403	-0.0741	0.0717	0.3212
Si	2.1564	2.9912	12.8948	0.007	-0.0304	0.2621
Si	8.683	1.2937	10.366	-0.0247	0.0584	0.3637
Si	1.0703	4.5076	15.354	-0.0146	0.015	0.0889
Si	7.5519	5.5682	12.2034	0.0297	0.0315	0.2609
Si	2.4118	8.1855	21.2082	-0.0613	0.0472	-0.3357
Si	5.4145	7.7669	12.4808	0.0094	-0.0108	0.2906
Si	9.2612	0.4594	15.5035	-0.0262	-0.0134	0.0893
Si	2.9117	-0.0413	16.6529	-0.0268	0.0139	-0.0414
Si	10.4696	1.1683	12.611	0.0402	0.0005	0.2717
Si	7.7668	2.8321	21.2288	-0.0009	0.0497	-0.3556
Si	9.1341	8.7906	14.4704	-0.0462	0.0079	0.1278
Si	1.4663	4.7865	10.3622	0.0364	-0.0159	0.3876
Si	4.4803	9.4887	19.131	0.0031	0.0162	-0.1894
Si	11.0724	6.1008	21.1084	-0.0074	0.0042	-0.3398
Si	6.6139	10.4513	14.8472	0.0285	0.0107	0.0871
Si	5.3914	0.7336	21.1671	-0.0448	0.0253	-0.3517
Si	2.3469	9.8018	10.3932	0.0377	-0.0821	0.3729
Si	0.4283	10.6332	21.3811	0.0716	-0.0525	-0.2881
Si	5.8565	5.2526	21.123	0.0358	-0.0018	-0.3664
Si	3.6432	7.0855	10.1125	-0.0676	0.0022	0.3843
Si	9.0491	5.6877	14.8409	0.0414	0.0218	0.1258
Si	3.6643	4.0784	19.0922	-0.0026	0.0234	-0.1965
Si	10.0311	3.666	19.3123	0.0012	-0.0118	-0.1912
Si	4.2576	8.6658	15.3643	-0.0286	0.0315	0.1195
Si	0.4555	1.922	17.154	0.0068	-0.0289	-0.0689
Si	6.7904	7.535	19.2421	-0.0113	-0.0227	-0.1762
Si	5.2573	3.6248	16.7368	0.007	0.0115	-0.0346
Si	7.7834	5.0155	17.5193	-0.0197	-0.0204	-0.0575
Si	6.6753	9.9062	10.3979	-0.0754	0.0414	0.3905
Si	4.3803	1.0406	10.1354	0.0548	-0.0661	0.3465
Si	-0.0281	9.0964	11.9126	-0.0823	0.0287	0.2896
Si	9.1005	8.6312	20.9323	0.0275	-0.0253	-0.3232
Si	4.5532	1.6694	14.5751	0.0149	-0.009	0.1243
Si	2.4461	2.081	21.0431	0.0432	-0.023	-0.3259
Si	6.3307	3.3264	10.376	0.1164	-0.0125	0.365
Si	3.4329	5.9195	16.7404	-0.0021	0.0071	-0.0511
Si	9.8758	6.5487	10.3636	-0.0236	0.0081	0.4194
O	0.1272	2.6323	18.5833	-0.0216	0.0323	0.0818
O	2.9239	9.6306	15.5779	0.011	-0.0104	-0.0132
O	10.8613	4.8068	20.1391	0.0306	0.0761	0.1319
O	7.5613	2.3709	9.9272	-0.0094	0.0276	-0.0933
O	10.9253	5.3598	10.8141	0.0111	-0.0004	-0.1138
O	6.5851	6.7032	12.8764	-0.0122	0.005	-0.0904
O	10.3056	8.0734	10.7969	-0.0168	-0.073	-0.1663
O	7.668	9.4586	14.0065	-0.0075	-0.015	-0.0613
O	8.4077	6.2168	10.9804	0.072	0.0262	-0.1705
O	5.3582	10.4923	20.0588	0.025	0.0639	0.1349
O	2.1674	3.7569	11.4388	-0.0281	0.0807	-0.2204
O	7.9712	8.5486	19.752	0.0634	0.0264	0.1169
O	6.2045	6.7291	20.5396	-0.0302	-0.0533	0.133
O	5.5088	2.7176	15.4055	-0.0062	-0.0082	-0.0232
O	1.3087	0.9214	20.6942	-0.0294	-0.0082	0.1032
O	6.0709	9.0239	11.6406	0.0507	0.105	-0.208
O	4.6132	4.9896	16.1094	0.0016	-0.0024	0.0092
O	6.5951	3.9069	17.6307	0.0092	0.0056	0.0248
O	10.5582	10.6811	11.8187	-0.0072	-0.0343	-0.1215
O	5.58	0.4994	13.9869	-0.0054	-0.001	-0.0564
O	8.0166	5.0949	15.9239	0.0003	-0.0008	-0.0119
O	9.7266	9.8207	15.6012	0.0063	-0.0128	-0.0381
O	-0.3935	5.1526	15.1383	-0.0148	-0.0006	-0.0334
O	1.5659	6.8427	20.7925	0.0095	0.0051	0.1018
O	1.4974	0.6366	17.1703	0.0004	0.0035	0.023
O	6.5926	1.7784	20.8009	0.0085	-0.013	0.106
O	1.0041	1.8234	12.8487	-0.012	-0.017	-0.0824
O	3.2539	5.4965	18.3334	0.0043	-0.0233	0.0727
O	9.523	2.0114	11.5835	-0.0892	-0.0013	-0.1961
O	1.0235	3.1004	16.179	-0.0032	0.008	-0.0092
O	8.602	5.1405	13.3746	-0.0596	-0.0073	-0.1443
O	10.2848	8.5987	13.326	0.0727	0.0098	-0.1547
O	1.4428	9.4004	21.6941	-0.002	0.0007	0.0827
O	10.0824	9.93	20.5999	0.0056	0.016	0.1006
O	3.1773	0.2009	10.9022	0.0041	0.0493	-0.1186
O	5.0662	2.3651	10.8384	-0.0607	-0.0392	-0.1229
O	1.7571	4.1763	13.9259	0.0163	-0.0282	-0.1055
O	7.9419	10.8417	10.8619	-0.0276	-0.0172	-0.1164
O	9.1351	4.4734	18.2217	0.0314	-0.0186	0.0677
O	5.6341	9.5018	15.7719	-0.0016	-0.0095	-0.0226
O	5.5388	-0.0395	9.7992	0.0022	0.0109	-0.1627
O	3.5923	2.317	13.3936	-0.0402	0.0217	-0.0995
O	1.9736	5.6539	16.0706	-0.0018	-0.0099	-0.014
O	9.7076	1.0418	14.0416	0.0416	0.0244	-0.1361
O	4.3834	6.934	11.5422	-0.0745	-0.0212	-0.1956
O	4.7623	4.4749	20.2173	0.0586	0.0364	0.1411
O	9.9493	1.3537	16.6497	0.0041	0.0021	0.0007
O	6.6923	4.2944	11.6457	-0.0621	-0.1002	-0.1778
O	5.5774	8.4057	18.5759	0.0019	0.0023	0.0549
O	9.0719	2.7373	20.2556	-0.0629	-0.0246	0.1292
O	3.6014	1.1324	15.7762	0.0115	0.0137	-0.0215
O	4.2182	3.0749	17.8993	-0.0194	0.0056	0.0669
O	9.91	7.2157	20.8837	0.0085	0.0008	0.0921
O	3.3576	8.6627	9.8182	0.009	0.003	-0.1223
O	3.9358	7.4289	16.3852	0.0088	0.0085	-0.0113
O	7.6266	0.4887	15.7012	-0.0023	-0.0048	-0.0204
O	8.9301	7.3005	15.0445	-0.004	0.0004	-0.037
O	3.9304	1.4353	21.1563	0.0106	0	0.0936
O	1.5979	9.119	11.6964	0.0792	0.0309	-0.1677
O	2.3202	6.1552	10.1472	0.036	0.0208	-0.1051
O	7.3472	6.4624	18.1406	-0.0151	0.0422	0.0659
O	7.2259	4.3687	21.1252	-0.0033	-0.0221	0.1056
O	4.5506	8.2246	13.8049	0.0441	-0.0355	-0.1709
O	3.3275	8.6751	19.9589	-0.0613	-0.0478	0.1418
O	2.4966	3.2347	19.8704	-0.0308	-0.0585	0.1303
O	3.738	10.3676	17.9661	0.0323	-0.0334	0.0831

Results
free energy: -135411.070 eV
free energy less fixed offsets of As -4856.12, O -568.88, Si -635.61 eV per atom: -6.270 eV

The program warned: the cutoff lies below the one the program advises for these potential files; the exchange-correlation potential is rough where the density is thin.
